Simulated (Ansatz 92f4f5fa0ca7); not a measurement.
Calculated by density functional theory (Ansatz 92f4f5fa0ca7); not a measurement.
Periodic cell of 268 atoms, Si148O120, from a study of silicon, its oxide and their interface. The atomic structure is a simulated model.
This geometry differs little from another in the collection (a relaxation step or a small displacement).

Settings: functional r2SCAN; potential files Ansatz PAW; basis plane waves; wave-function cutoff 800 eV; density cutoff ratio 5; exchange-correlation grid ratio 1; k mesh 1 x 1 x 1, shifted by 0.5 0.5 0 of a step; self-consistency stop 1e-10 eV per atom in the density residual; occupations fixed; spin none; net charge 0.

Cell vectors (angstrom)
a, 10.88, 0, 0
b, 0, 10.88, 0
c, 0, 0, 37.6809

Atoms and the computed forces on them: element, x, y, z (angstrom), force x, y, z (eV/angstrom)
Si, -0.3848, 0.2272, -0.1338, 0.0068, -0.0143, -0.0592
Si, 3.1159, 2.3138, -0.0335, 0.0019, -0.0126, -0.0449
Si, -0.3291, 5.8354, -0.3549, 0.0041, -0.0024, -0.0766
Si, 3.0215, 8.0564, -0.0235, -0.0138, 0.0111, -0.06
Si, 5.3361, 0.1963, 0.4167, 0.0055, 0.0069, -0.0471
Si, 8.3035, 2.4738, -0.3488, -0.0142, -0.0018, -0.0738
Si, 5.2815, 5.8798, 0.037, 0.015, -0.0152, -0.0439
Si, 8.2746, 7.9483, 0.2374, -0.0061, 0.0037, -0.0418
Si, 1.2732, 1.3408, 1.114, 0.0032, 0.0011, 0.0049
Si, 4.1508, 4.1238, 1.1028, -0.0008, 0.0007, 0.0062
Si, 1.2956, 6.8888, 1.0609, -0.0001, -0.0022, 0.0143
Si, 4.1525, 9.4044, 1.4833, -0.0026, -0.0038, 0.0047
Si, 6.9935, 1.4459, 1.3588, 0, 0.0034, 0.0111
Si, 9.4954, 4.1099, 0.9497, -0.0022, 0.0019, 0.0114
Si, 6.7955, 6.777, 1.5742, -0.0014, 0.0011, -0.0008
Si, 9.4748, 9.5935, 1.3319, 0.0034, 0.0024, 0.0099
Si, -0.0275, 2.7816, 2.452, 0.0028, 0.0012, 0.0018
Si, 2.6644, -0.0111, 2.5859, -0.0072, 0.0024, -0.0005
Si, 0.015, 8.185, 2.5723, -0.0009, 0.0013, -0.0002
Si, 2.7017, 5.4838, 2.4478, -0.0032, -0.0041, -0.0044
Si, 5.4828, 2.7867, 2.5862, 0.0013, 0.0042, 0.0002
Si, 8.1976, 0.0329, 2.7499, 0.0023, 0.0001, -0.0007
Si, 5.4828, 8.1492, 2.8788, 0.0016, 0.0011, -0.0034
Si, 8.2135, 5.3041, 2.6172, 0, -0.0036, 0.0005
Si, 1.3648, 4.1101, 3.8478, -0.0008, 0.0007, 0.0042
Si, 4.073, 1.3859, 3.8988, 0.0009, -0.0002, -0.0009
Si, 1.3618, 9.507, 3.9726, 0.0014, 0.002, 0.003
Si, 4.0308, 6.7435, 4.0002, -0.002, 0.0013, 0.0069
Si, 6.8296, 4.0434, 4.0148, -0.003, -0.0005, 0.0017
Si, 9.5939, 1.4189, 3.9738, 0.0006, 0.0015, 0.0059
Si, 6.8253, 9.577, 4.1087, 0.0025, 0.0003, 0.0019
Si, 9.5427, 6.7765, 3.9091, 0.0028, 0.0005, 0.0012
Si, 0.0371, 0.0088, 5.3211, 0.0004, -0.001, -0.0005
Si, 2.7201, 2.7433, 5.255, -0.0019, 0.0006, 0.0009
Si, 0.0252, 5.4413, 5.2817, -0.0005, -0.0008, 0.0008
Si, 2.7065, 8.1486, 5.3414, -0.003, -0.0014, -0.0012
Si, 5.403, 0.0572, 5.3494, 0.0017, -0.0002, 0.0007
Si, 8.1828, 2.6978, 5.3618, 0.001, 0.0015, -0.0002
Si, 5.4504, 5.4192, 5.3312, 0.0024, -0.0016, -0.0004
Si, 8.207, 8.1384, 5.3306, 0.0018, 0.0002, 0.0019
Si, 1.3954, 1.3684, 6.6571, -0.0016, 0.0016, -0.0006
Si, 4.0792, 4.068, 6.6637, -0.0012, 0.0001, -0.0006
Si, 1.3505, 6.7931, 6.6867, -0.0003, -0.0003, -0.0007
Si, 4.0727, 9.531, 6.6786, -0.0012, 0.0001, -0.0001
Si, 6.806, 1.3512, 6.7108, 0.0012, 0.0006, -0.0004
Si, 9.5475, 4.0862, 6.6734, 0.0014, -0.0007, 0
Si, 6.8193, 6.7869, 6.6718, 0.0012, -0.0012, 0.0001
Si, 9.5626, 9.5129, 6.6738, 0.0003, -0.0016, -0.0003
Si, 0.0156, 2.6993, 8.0197, 0, -0.0002, 0.002
Si, 2.724, 0.0097, 8.0481, -0.0006, -0.0008, 0.0009
Si, 0.0115, 8.1553, 8.0625, 0.0006, -0.0006, 0.0002
Si, 2.7076, 5.4216, 8.0216, -0.0015, -0.0024, -0.0005
Si, 5.4426, 2.7278, 8.0333, 0.0007, 0.0013, -0.0007
Si, 8.1924, -0.0257, 8.0226, 0.0024, 0.0029, 0.0001
Si, 5.45, 8.1555, 7.9933, -0.0005, -0.0016, 0.0011
Si, 8.1899, 5.4394, 8.0454, -0.0005, 0.0003, 0.0007
Si, 1.3484, 4.0562, 9.3904, 0.0024, 0.0023, -0.0019
Si, 4.0731, 1.3928, 9.3919, 0.0017, 0.0028, -0.0012
Si, 1.3588, 9.5311, 9.4173, -0.001, -0.0027, -0.0001
Si, 4.0723, 6.8041, 9.338, -0.0032, -0.0007, -0.0012
Si, 6.8279, 4.0611, 9.384, 0.0012, -0.0034, -0.0006
Si, 9.5391, 1.3435, 9.3971, -0.0034, 0.0004, -0.0005
Si, 6.8524, 9.4655, 9.3351, 0.0032, 0.0017, -0.0009
Si, 9.5526, 6.7816, 9.4367, 0.0035, 0.0012, -0.003
Si, 0.0021, 0.0051, 10.802, -0.0004, 0.0013, -0.0043
Si, 2.6937, 2.7405, 10.7875, -0.0077, 0, -0.0025
Si, 0.0055, 5.3732, 10.8056, 0.0026, -0.0008, 0.0013
Si, 2.7183, 8.1335, 10.7329, 0.0024, 0.0018, 0.0014
Si, 5.516, 0.0038, 10.5931, -0.002, -0.0018, 0.0058
Si, 8.1992, 2.7151, 10.7714, 0.0051, 0.0035, 0.0077
Si, 5.4291, 5.4344, 10.6625, 0.0018, 0.001, -0.0011
Si, 8.1717, 8.1343, 10.7709, -0.0015, -0.0046, -0.0029
Si, 1.3221, 1.4114, 12.1856, 0.0055, 0.0069, 0.007
Si, 4.0875, 4.1438, 12.0729, 0.0025, -0.0031, 0.0015
Si, 1.4144, 6.7075, 12.1334, -0.0019, -0.0001, -0.0025
Si, 4.1699, 9.5584, 11.9032, -0.0016, -0.0028, 0.0033
Si, 6.8197, 1.2978, 12.0271, 0.0054, 0.0084, 0.0042
Si, 9.5037, 4.0491, 12.2401, -0.0097, -0.0132, 0.0027
Si, 6.7784, 6.7217, 12.0442, 0.0077, 0.0029, 0.0057
Si, 9.5233, 9.4899, 12.1502, 0.0012, 0.0018, 0.0028
Si, -0.0083, 2.7488, 13.7143, -0.0036, 0.003, 0.005
Si, 2.8339, -0.0266, 13.2771, -0.001, -0.0003, 0.005
Si, -0.0428, 7.9892, 13.4423, -0.003, -0.0042, 0.0081
Si, 2.8397, 5.4619, 13.6057, -0.0059, 0.0003, 0.0112
Si, 5.4134, 2.67, 13.2792, 0.0035, -0.0041, 0.02
Si, 8.1581, 0.0256, 13.4954, 0.0001, 0.0052, 0.0142
Si, 5.459, 8.1891, 13.2583, -0.002, 0.0029, -0.0003
Si, 7.9989, 5.3669, 13.5478, 0.0005, 0.0037, 0.0055
Si, 1.6549, 3.9447, 14.9789, 0.0017, -0.0027, -0.0345
Si, 3.8444, 1.6196, 14.6469, -0.0053, -0.0129, -0.0405
Si, 1.6449, 9.2342, 14.3894, 0.0271, -0.0004, -0.0214
Si, 3.9816, 7.2104, 14.7706, 0.0036, 0.0189, -0.0306
Si, 6.8575, 3.6733, 14.8133, 0.0308, -0.0028, -0.0683
Si, 9.2173, 1.5425, 14.9496, 0.0037, 0.0168, -0.0752
Si, 6.9939, 9.2472, 14.6438, 0.0061, -0.0113, -0.0256
Si, 9.175, 6.9265, 14.8176, -0.0037, 0.0124, -0.0356
Si, 2.3499, 4.2839, 17.8848, -0.0035, -0.0027, -0.0407
Si, -4.5816, 12.4854, 22.2624, -0.0017, -0.0002, -0.0391
Si, -0.6964, 8.9747, 18.8148, -0.0038, -0.0015, -0.0335
Si, 3.7145, 9.2174, 18.8406, 0.0076, -0.0019, -0.0332
Si, 6.5436, 1.9817, 19.4137, -0.0036, -0.0007, -0.0297
Si, -5.0665, 11.1849, 24.9937, 0.0061, 0.0053, -0.0359
Si, 5.8112, 8.1168, 17.0282, -0.0004, 0.001, -0.0393
Si, 4.9623, 2.8306, 17.0124, 0.0011, -0.0023, -0.0364
Si, 5.9274, 6.3531, 21.7053, 0.0003, -0.0024, -0.033
Si, -0.3677, 4.1393, 21.9148, -0.0009, 0.0012, -0.0293
Si, -0.3176, -1.9677, 21.8342, 0.0053, 0.0014, -0.0356
Si, 9.0927, 11.733, 18.0424, 0.0073, -0.006, -0.0387
Si, 1.4812, 10.1906, 17.1202, -0.0039, -0.0038, -0.035
Si, 8.5312, 6.6014, 17.7331, 0, 0.0072, -0.0426
Si, -3.3137, -4.2382, 25.6496, 0.0054, 0.0003, -0.0365
Si, -2.9719, 8.186, 23.0822, 0.0004, -0.0009, -0.037
Si, -9.6641, 10.8931, 23.2082, 0.0037, 0.0029, -0.0364
Si, 3.2272, 6.5039, 20.0999, -0.0029, 0.0026, -0.0351
Si, 5.3952, 11.4858, 31.2936, -0.0048, -0.005, -0.0416
Si, 8.7768, 2.2767, 23.5994, 0.008, -0.0002, -0.0336
Si, 1.3433, 17.3923, 22.6257, -0.0012, 0.0025, -0.0376
Si, 7.5074, 3.7355, 25.9656, -0.001, -0.0035, -0.037
Si, -1.1594, 5.2534, 26.9836, -0.0109, -0.0035, -0.0476
Si, 1.0164, -4.3664, 25.4993, -0.0013, 0.001, -0.0459
Si, -4.8604, 9.1162, 29.5006, -0.0092, -0.0067, -0.0524
Si, 2.7344, 11.2389, 20.837, -0.0022, -0.0027, -0.0342
Si, 4.9188, 6.0809, 30.244, -0.0059, 0.0041, -0.044
Si, 8.0512, 4.6682, 20.0748, 0.0012, 0.0021, -0.0326
Si, 0.8909, 12.5728, 18.818, 0.0037, 0.0017, -0.0312
Si, 3.3995, -6.9603, 28.7668, 0.001, -0.0026, -0.0603
Si, 2.3946, 8.1523, 27.5051, -0.0095, 0.0041, -0.0497
Si, 2.1986, 2.6727, 22.2859, -0.0023, -0.0027, -0.0249
Si, 0.395, -1.4884, 25.7447, -0.0042, 0.0082, -0.0404
Si, -2.2276, 10.6271, 24.9417, 0.0021, 0.0023, -0.03
Si, 4.8589, 2.8908, 26.2501, 0.0099, -0.001, -0.049
Si, -6.2314, 4.067, 23.3801, -0.0044, 0.0037, -0.0367
Si, 2.2222, 7.3317, 30.4728, 0.0015, -0.0091, -0.0671
Si, -1.5271, 1.0689, 32.962, 0.0008, 0.0063, -0.0517
Si, 0.167, 5.7513, 34.1473, 0.0115, -0.0061, -0.0761
Si, 1.8489, -2.8079, 33.2395, -0.0024, -0.0079, -0.0582
Si, 0.6184, 4.9802, 29.4769, -0.0068, 0.0159, -0.0603
Si, -2.1577, -3.0775, 33.7906, 0.0053, 0.0084, -0.0575
Si, -5.5135, -2.1538, 26.5644, 0.0004, -0.0044, -0.0507
Si, -7.6052, 2.4746, 31.5941, -0.0005, 0.0067, -0.0488
Si, 5.7846, 3.6173, 31.9751, -0.0156, 0.0068, -0.053
Si, 4.5471, 1.0041, 35.3994, 0.0056, 0.0011, -0.0617
Si, -0.2223, -0.9474, 34.7493, -0.0029, -0.0049, -0.0608
Si, -3.1271, 9.8073, 31.6726, -0.0155, 0.0038, -0.0526
Si, 3.857, 9.0867, 34.9497, -0.0053, -0.0001, -0.0624
Si, 7.009, 2.5461, 34.4184, 0.0001, 0.0027, -0.0723
Si, 6.4881, 7.4902, 35.6808, 0.0056, 0.0036, -0.0618
Si, 11.2313, 3.3318, 32.1084, 0.0107, 0.0038, -0.0571
O, 0.1887, -0.619, -1.4078, -0.0025, 0.0096, 0.049
O, -3.3878, -1.5245, -7.5422, 0.0082, 0.006, 0.0334
O, 1.7181, 8.3002, -6.0312, -0.0011, 0.0113, 0.0395
O, 6.0749, 2.1506, -6.494, 0.0018, 0.0046, 0.0233
O, 5.1676, -0.4492, -7.6423, 0.0018, 0.0115, 0.0283
O, 0.0925, 5.488, -1.9184, -0.0072, 0.0031, 0.0683
O, 2.86, 8.8312, -1.4604, -0.0047, -0.0115, 0.0466
O, 1.4954, 6.5804, -3.9287, -0.0107, -0.0027, 0.0249
O, 4.1109, 1.2499, 0.6826, 0.0015, -0.0066, 0.0197
O, 3.4274, 2.0129, -1.6309, -0.0099, 0.0083, 0.0395
O, 7.5341, 2.9507, -1.7516, 0.0154, -0.0009, 0.0626
O, 8.0741, 1.5018, -3.8501, -0.0084, 0.0083, 0.0288
O, 3.9735, 6.7777, -0.3397, 0.0051, 0.0184, 0.0398
O, 6.1035, 6.0235, -1.3853, -0.0046, -0.0067, 0.0358
O, 9.3626, 6.9537, -0.4996, -0.0005, -0.0018, 0.0326
O, 7.2738, 8.4511, -0.9483, 0.0089, -0.0003, 0.038
O, 2.6082, 2.6176, 15.028, 0.011, 0.0103, 0.017
O, 1.4443, 4.546, 16.5213, 0.0017, 0.0011, 0.0369
O, 4.6187, 1.5169, 16.0978, 0.0082, 0.0097, 0.0288
O, 8.1391, 2.7399, 15.1641, -0.0241, -0.0248, 0.0774
O, 1.0897, 10.1917, 15.5719, -0.0013, 0.0043, 0.024
O, 9.4012, 11.7906, 16.4474, 0.0045, -0.0081, 0.0345
O, 2.7035, 8.1854, 15.0667, -0.0295, -0.0235, 0.0324
O, 4.7779, 7.1322, 16.2144, 0.0024, 0.0035, 0.0207
O, 9.3499, -4.5474, 16.3438, -0.0049, -0.0055, 0.0319
O, 6.0719, 1.1406, 20.722, 0.0015, -0.0001, 0.0247
O, 6.0881, 3.7572, 16.2678, -0.0254, 0.0088, 0.0178
O, 9.4835, 4.2677, 20.6954, 0.0043, -0.0036, 0.0177
O, 5.2127, 16.3959, 22.9104, -0.0038, -0.0055, 0.0181
O, 1.2896, 11.7413, 17.4969, -0.0007, 0.0054, 0.0176
O, 29.6707, 12.6693, 22.333, 0.0019, 0.0015, 0.0176
O, 8.2313, 8.2396, 14.999, 0.0089, 0.0095, 0.0234
O, 2.697, 5.486, 18.932, 0.0042, 0.0074, 0.0181
O, 2.9277, 7.9892, 19.5356, -0.002, -0.0048, 0.0134
O, -13.4413, 5.258, 18.5928, -0.0009, -0.0085, 0.0232
O, -7.1333, 3.841, 17.2449, 0, 0.0011, 0.0192
O, 7.2541, 5.6658, 21.0702, -0.0055, 0.0046, 0.0151
O, 3.7693, 10.4389, 19.9075, -0.004, 0.0077, 0.0158
O, 10.1549, 1.8081, 18.8267, 0.0028, 0.0038, 0.0125
O, 7.6047, 12.1643, 18.4288, -0.0041, 0.0044, 0.0156
O, 5.2757, 2.2664, 18.4797, 0.0054, -0.007, 0.0183
O, 0.0293, 5.6097, 22.4087, 0.0029, 0.0019, 0.0126
O, 5.1765, 8.7175, 18.3856, -0.0078, 0.0048, 0.0207
O, 9.1906, 10.2075, 18.5467, 0.0027, -0.0006, 0.0132
O, 4.8146, 6.4533, 20.5056, 0.0056, -0.0034, 0.0168
O, 0.8549, -2.8463, 22.4973, 0.0003, -0.0028, 0.0156
O, 0.522, 9.0861, 17.7843, -0.0035, -0.0038, 0.0157
O, 7.6977, 2.8675, 24.6335, -0.006, 0.0082, 0.0214
O, 1.4639, 12.5, 23.3009, -0.0021, -0.0036, 0.0133
O, -3.7447, 14.25, 19.9392, -0.0012, 0.0021, 0.0123
O, -5.3167, 13.8785, 22.5932, -0.0021, 0.003, 0.0146
O, 12.1915, 9.3026, 27.0883, 0.0113, -0.0062, 0.0239
O, 7.0132, 5.1619, 25.4277, 0.0019, 0.0009, 0.0167
O, 2.9825, 9.743, 17.4984, 0.0031, 0.0003, 0.0135
O, 1.3612, 11.6191, 20.0415, 0.0042, -0.0027, 0.0181
O, 9.3987, 7.5948, 18.6498, 0.0013, 0.0064, 0.0141
O, -0.18, 10.3778, 22.5227, -0.0001, 0.0043, 0.0154
O, 13.3111, 17.1014, 21.4764, -0.0064, 0.0006, 0.0228
O, -3.799, 18.1034, 17.4271, 0.0034, -0.0075, 0.0136
O, 1.2617, -0.606, 24.6933, -0.004, -0.0098, 0.0255
O, -1.4197, 1.0055, 24.3116, -0.0038, -0.0054, 0.0144
O, 1.6086, 3.1279, 18.7415, -0.0007, -0.0046, 0.0151
O, -4.3728, -3.1138, 22.3334, 0.0046, 0.0051, 0.0152
O, -0.0439, -1.8444, 20.2684, 0.0006, -0.0023, 0.0262
O, -2.6806, 7.109, 24.2447, -0.0024, -0.0068, 0.0244
O, 1.8766, 17.1209, 24.1459, -0.0002, 0, 0.0286
O, 1.8751, 4.4283, 28.632, 0, 0.002, 0.0283
O, -1.0196, 14.2433, 23.1681, -0.0061, -0.0039, 0.0176
O, -5.648, -1.1513, 25.3137, -0.0012, -0.0079, 0.0184
O, -7.3554, 6.4945, 30.9886, -0.0034, 0.0016, 0.0206
O, -6.0522, 1.3724, 25.7014, -0.0034, 0.0035, 0.0193
O, -1.7705, -2.6527, 22.0053, -0.0065, -0.0018, 0.0172
O, -8.4959, 10.3835, 22.1729, -0.0042, -0.0015, 0.0165
O, 6.2304, 9.3924, 16.095, -0.0051, -0.0045, 0.0251
O, 3.2257, 12.7086, 21.3354, -0.0006, 0.0037, 0.0134
O, -7.7896, 14.6971, 22.9735, 0.006, 0.0027, 0.0134
O, -7.1096, 3.1421, 27.4018, -0.0108, 0.0095, 0.0324
O, 3.8821, 0.9699, 31.7772, 0.0006, 0.0002, 0.0208
O, 5.8595, -5.8445, 31.1162, 0.0059, -0.0119, 0.027
O, -1.9919, 3.8797, 26.7773, 0.0044, 0.0042, 0.0194
O, 0.9849, 14.2484, 21.4636, 0.0011, 0.0009, 0.0125
O, 10.2791, 5.2514, 28.4763, 0.0175, -0.004, 0.037
O, 1.8922, 6.7543, 26.8423, 0.0091, 0.0036, 0.0249
O, 8.729, 6.5344, 26.7841, 0.0066, -0.0022, 0.0149
O, -4.5429, -7.7547, 26.8832, -0.0051, 0.0005, 0.018
O, 5.8127, 0.5348, 23.3809, -0.0012, -0.0027, 0.0267
O, 11.0563, 3.988, 30.6521, -0.0018, -0.0101, 0.0405
O, -4.5663, -3.3563, 26.0919, -0.0049, 0.0058, 0.0223
O, 0.0019, -5.5736, 25.8478, -0.0031, -0.004, 0.0216
O, 3.4087, -7.9837, 30.0235, 0.0015, -0.0113, 0.0402
O, 3.8458, 10.6728, 34.6025, 0.0024, 0.0026, 0.0266
O, -4.8319, -1.5674, 27.9036, 0.0015, 0.0022, 0.0447
O, -3.4397, -3.7572, 34.4566, -0.0147, 0.001, 0.0351
O, -1.5466, -1.8822, 34.706, 0.0081, 0.0017, 0.0222
O, -1.1242, -0.9254, 25.9258, 0.0043, -0.0027, 0.0142
O, 5.5439, 1.8633, 34.4848, -0.0076, -0.0086, 0.0311
O, 18.1953, 0.3326, 25.658, -0.0054, 0.0001, 0.0146
O, 0.9803, 6.366, 30.1889, 0.0035, 0.0019, 0.02
O, 3.3774, 8.3345, 33.6199, 0.0119, -0.0003, 0.0338
O, 4.2193, 3.5066, 32.4223, 0.0049, 0.0004, 0.0218
O, 4.4321, 5.1789, 28.9585, 0.0055, 0.0065, 0.0278
O, -0.8761, -8.562, 32.2226, -0.0045, -0.0065, 0.0207
O, 0.1817, -3.0038, 25.2246, 0.0031, -0.001, 0.0192
O, 1.7715, 2.5525, 32.1468, -0.007, 0.0003, 0.0216
O, 3.8604, 8.3243, 26.899, -0.0001, 0, 0.0201
O, 0.2414, 4.3509, 33.3573, -0.0036, 0.0169, 0.036
O, -6.2296, 3.8845, 24.9865, 0.0013, -0.0076, 0.0308
O, -8.337, 8.1327, 29.1081, 0.0003, -0.0053, 0.0426
O, 5.5856, 7.5409, 29.8475, -0.0018, -0.0049, 0.0198
O, 0.9446, 9.1464, 34.0002, -0.008, 0.0141, 0.0267
O, -2.6907, -2.4285, 32.4182, 0.0083, -0.0102, 0.0376
O, 5.4914, 0.2333, 36.4759, 0.0034, -0.0058, 0.04
O, 5.2854, 8.4356, 35.2331, 0.0049, -0.0048, 0.0291
O, -1.0769, -4.2544, 33.5848, -0.0029, -0.0031, 0.0189
O, 6.7762, 3.7125, 33.2787, 0.0091, -0.0082, 0.0367
O, -1.9336, -0.003, 31.8229, 0.0063, 0.0031, 0.0253
O, -0.4494, 11.3206, 33.9759, 0.0049, -0.0122, 0.0306
O, 6.392, -0.316, 32.2229, 0.0053, 0.0004, 0.0239
O, 9.4236, 1.3282, 36.9354, 0.0046, 0.0105, 0.0378
O, -2.8724, -1.2517, 23.8257, 0.0009, 0.0055, 0.0178

Results
free energy: -163107.729 eV
free energy less fixed offsets of O -570.45, Si -639.56 eV per atom: 1.151 eV

The program warned: the cutoff lies below the one the program advises for these potential files; the forces do not sum to zero within the program's tolerance; empty levels may hold ghost states of the PAW files; the exchange-correlation potential is rough where the density is thin.
